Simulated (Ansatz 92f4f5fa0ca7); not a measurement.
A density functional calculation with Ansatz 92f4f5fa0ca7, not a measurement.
Periodic cell of 216 atoms, Si133O82H1, from a study of silicon, its oxide and their interface. The atomic structure is a simulated model.
Doubt: the cutoff is far below the 930 eV that the study's wrapper takes by default for these files, so forces and energies are approximate.
This geometry differs little from another in the collection (a relaxation step or a small displacement).

Settings: functional PBE; potential files Ansatz PAW; basis plane waves; wave-function cutoff 580 eV; density cutoff ratio 5; exchange-correlation grid ratio 1; k mesh 1 x 1 x 1, Gamma-centred; self-consistency stop 5e-08 eV per atom in the density residual; occupations fixed; spin none; net charge +1 e, with a uniform compensating background and no finite-size correction.

Cell vectors (angstrom)
a  10.938  0  0
b  0  10.938  0
c  0  0  31.3241

Atoms and the computed forces on them: element, x, y, z (angstrom), force x, y, z (eV/angstrom)
Si  0.2227  -0.7059  23.8993  -0.0025  0.0096  -0.0081
Si  5.0136  0.3383  23.8898  0.01  0.0012  0.001
Si  3.2215  2.1296  23.7475  -0.0053  0.0019  -0.0135
Si  7.8792  3.0572  23.9558  0.0027  -0.0069  -0.0028
Si  -0.6051  6.1231  23.9279  0.0004  -0.0054  -0.0074
Si  6.1379  4.8911  23.9385  0.002  0.0026  -0.009
Si  2.1713  8.7638  23.9475  0.0101  -0.0015  -0.0043
Si  8.5891  7.7366  24.2097  0.0064  0.0144  -0.0087
Si  1.3199  1.2549  24.9544  -0.0037  -0.0012  0.0043
Si  6.7733  1.3649  25.1619  0.0013  -0.0039  -0.0013
Si  4.1669  3.9739  25.0112  0.0011  0.0091  0.0128
Si  9.5765  4.1735  25.1333  0.0023  0.0066  0.0028
Si  1.3422  6.8525  25.0816  0.0032  -0.0022  0.0081
Si  6.8111  6.7117  25.2866  -0.0088  0.0071  0.0088
Si  3.9905  9.6193  25.2137  -0.0005  -0.0085  0.0011
Si  9.5622  9.4804  25.4113  -0.0047  -0.0045  0.0004
Si  2.6579  0.0477  26.5617  -0.0004  0.0076  -0.0032
Si  8.1674  0.0278  26.5458  -0.0015  0.0034  -0.0014
Si  0.0328  2.7199  26.4202  0.0011  -0.0034  0.001
Si  5.4617  2.7314  26.5646  -0.0026  -0.001  -0.0089
Si  2.7692  5.4246  26.4088  0.0003  -0.0038  -0.0049
Si  8.2403  5.4416  26.6248  0.0022  -0.0056  -0.0101
Si  0.0704  8.1377  26.6356  0.0014  -0.0011  -0.0105
Si  5.426  8.2069  26.5098  0.0011  -0.001  -0.004
Si  4.1018  1.3673  27.9059  -0.2695  0.1215  0.1826
Si  9.5708  1.3673  27.9059  0.1133  0.2907  -0.4665
Si  1.3673  4.1018  27.9059  0.1867  -0.1217  -0.7824
Si  6.8362  4.1018  27.9059  -0.0185  -0.1939  0.4163
Si  4.1018  6.8362  27.9059  -0.2486  -0.2254  -0.4707
Si  9.5708  6.8362  27.9059  0.2291  -0.1628  0.7456
Si  1.3673  9.5708  27.9059  0.157  0.096  0.5834
Si  6.8362  9.5708  27.9059  -0.214  -0.075  -0.2002
Si  0  0  29.2731  -0.0218  -0.0812  0.0023
Si  5.469  0  29.2731  -0.0971  -0.0957  0.0025
Si  2.7345  2.7345  29.2731  0.0846  -0.0093  0.0248
Si  8.2035  2.7345  29.2731  -0.0087  0.0317  0.0296
Si  0  5.469  29.2731  -0.1359  0.0569  0.0439
Si  5.469  5.469  29.2731  0.0226  -0.0308  -0.0092
Si  2.7345  8.2035  29.2731  -0.0186  0.0699  0.0344
Si  8.2035  8.2035  29.2731  0.0436  -0.0251  -0.01
Si  1.3673  1.3673  30.6404  -0.0286  0.0047  -0.0028
Si  6.8362  1.3673  30.6404  0.0541  -0.009  -0.0419
Si  4.1018  4.1018  30.6404  -0.0282  0.0424  0.013
Si  9.5708  4.1018  30.6404  0.0191  -0.0459  -0.0211
Si  1.3673  6.8362  30.6404  0.0416  -0.0266  -0.0273
Si  6.8362  6.8362  30.6404  0.003  0.0176  -0.0027
Si  4.1018  9.5708  30.6404  0.0318  -0.0336  -0.0149
Si  9.5708  9.5708  30.6404  -0.0326  0.0406  -0.0036
Si  2.7345  0  0.6835  0.0429  -0.0533  -0.0201
Si  8.2035  0  0.6835  -0.0527  0.0057  0.0309
Si  0  2.7345  0.6835  -0.0797  0.0295  0.0301
Si  5.469  2.7345  0.6835  0.0299  -0.0416  0.0163
Si  2.7345  5.469  0.6835  -0.0405  0.0629  0.018
Si  8.2035  5.469  0.6835  0.0879  -0.0252  -0.0218
Si  0  8.2035  0.6835  -0.028  -0.016  0.0067
Si  5.469  8.2035  0.6835  -0.0104  0.0364  0.0341
Si  4.1018  1.3673  2.0507  -0.1009  -0.0663  -0.0521
Si  9.5708  1.3673  2.0507  0.052  -0.027  0.0091
Si  1.3673  4.1018  2.0507  0.1321  0.0438  0.0146
Si  6.8362  4.1018  2.0507  0.0346  0.0833  -0.0215
Si  4.1018  6.8362  2.0507  0.0405  -0.0294  0.0046
Si  9.5708  6.8362  2.0507  -0.1415  -0.0054  -0.0572
Si  1.3673  9.5708  2.0507  0.0272  0.1066  -0.0194
Si  6.8362  9.5708  2.0507  0.0842  -0.0348  0.0459
Si  0  0  3.418  0.2438  0.2717  -0.359
Si  5.469  0  3.418  -0.4708  0.0208  0.319
Si  2.7345  2.7345  3.418  0.0435  -0.0386  -0.3692
Si  8.2035  2.7345  3.418  0.1335  0.1167  0.408
Si  0  5.469  3.418  0.1326  0.3405  0.4576
Si  5.469  5.469  3.418  -0.1213  -0.1143  -0.3378
Si  2.7345  8.2035  3.418  0.0148  0.0212  0.588
Si  8.2035  8.2035  3.418  0.036  -0.3215  -0.7244
Si  1.362  1.4189  4.7822  0.0014  -0.0003  0.0071
Si  6.7906  1.3911  4.7872  -0.0082  -0.0052  -0.0055
Si  4.1116  4.0796  4.7614  -0.0034  -0.0152  0.0083
Si  9.612  4.1188  4.8375  0.0015  0.0084  -0.0081
Si  1.3953  6.843  4.8907  -0.0067  0  0.0031
Si  6.812  6.8543  4.7266  0.0181  0.0004  0.0134
Si  4.0425  9.6123  4.8783  0.0043  0.0022  0.0018
Si  9.6375  9.4987  4.67  0.0073  0.0026  0.0159
Si  2.6695  0.1339  6.2817  0.0147  -0.0015  -0.0117
Si  8.1907  -0.1072  5.8921  0.0039  -0.0025  -0.0075
Si  0.1182  2.8432  6.2462  0.0026  -0.0126  -0.0002
Si  5.4616  2.76  6.2334  0.0053  0.0141  -0.0008
Si  2.7863  5.3755  6.2247  -0.0105  0.0104  -0.0055
Si  8.2497  5.5709  6.1156  -0.0201  -0.0109  -0.0087
Si  0.075  8.372  6.236  0.0091  -0.0021  -0.0154
Si  5.4696  8.1818  6.1653  -0.0136  0.0093  -0.0087
Si  3.7052  1.8652  7.5899  -0.0007  -0.0159  0.0109
Si  9.697  1.1475  7.0696  -0.0008  0.0078  0.0135
Si  1.9858  3.6168  7.6766  -0.0013  0.0076  0.016
Si  6.4482  4.6541  7.2898  -0.0084  0.0014  -0.0143
Si  4.6295  6.3173  7.3526  0.0025  -0.0056  0.0437
Si  9.1334  7.4492  7.244  0.0085  0.0135  0.0111
Si  0.6553  10.4295  7.4246  -0.0192  -0.0011  0.0138
Si  7.3619  9.0714  7.2289  -0.0005  0.0003  0.0116
O  7.1441  4.1919  9.0512  0.0016  0.0053  0.024
O  7.257  9.1776  8.9197  0.0008  -0.0031  -0.0019
O  9.2833  7.406  8.9329  -0.0032  -0.0028  -0.0011
O  0.8777  10.4914  9.08  0.0016  0.0026  -0.0071
O  4.1888  1.47  9.1514  -0.0031  0.0043  -0.012
O  1.8459  3.958  9.3244  0.0029  -0.0047  -0.0143
O  8.3517  1.8488  7.9227  -0.0026  -0.0071  0.0005
O  4.232  6.5165  8.9488  0.0121  -0.0057  -0.0403
O  8.2776  8.2596  22.6635  -0.0031  -0.0047  0.0054
O  8.5677  2.3041  22.622  -0.0045  -0.0004  0.0092
O  6.074  5.6507  22.4501  0.0024  0.0003  0.0099
O  2.7863  2.5671  22.184  0.0044  -0.0019  0.0069
O  10.3976  9.9889  22.3866  0.0085  0.002  0.0021
O  0.1678  3.6777  18.2895  0.0007  -0.0017  -0.0023
O  2.6399  8.6311  22.356  -0.0006  -0.0014  0.0045
O  5.5476  -0.4838  22.5434  -0.0062  0.0006  0.0055
Si  7.0749  5.2285  10.5062  0.0076  -0.0255  -0.0147
Si  -1.3024  3.9042  11.224  0.016  -0.0007  -0.0058
Si  3.2816  7.248  10.0278  -0.0001  0.0079  -0.0073
Si  3.1783  13.5227  15.8236  -0.0007  -0.002  -0.0001
Si  -1.3296  12.2444  12.7449  0.0023  -0.0059  -0.0078
Si  -0.2368  5.2662  21.0298  0.0021  -0.0033  0.0012
Si  6.3633  10.3105  21.1391  0.0027  -0.001  -0.0043
Si  9.0555  -1.6375  21.6851  -0.0056  -0.0037  0.0018
Si  6.2618  -7.9351  15.1928  -0.002  0.0069  -0.0009
Si  1.4538  -1.4694  10.1977  0.0027  -0.0035  -0.0051
Si  7.8339  2.5585  9.2602  0.0021  -0.0084  -0.0026
Si  5.7969  0.731  18.5869  -0.0107  -0.0065  0.0122
Si  -1.6914  2.5335  21.1508  0.0029  -0.0005  -0.0048
Si  7.7327  5.0352  17.0839  -0.0002  0.0042  0.0059
Si  6.9039  3.2481  19.4012  0.0037  -0.0021  0.002
Si  1.5145  4.7525  10.724  0.0011  -0.0029  -0.004
Si  5.2435  5.2596  21.11  -0.0014  0.0023  -0.0071
Si  3.441  -0.2091  16.8628  -0.0025  0.0011  0.0051
Si  5.2125  3.758  12.4422  -0.0007  -0.006  0.0001
Si  9.8627  -1.4086  11.8106  -0.0003  0.0028  -0.006
Si  -3.5009  11.2419  14.5351  0.0025  -0.0054  -0.0049
Si  5.0974  -1.6875  14.5836  -0.0006  -0.002  0.0019
Si  2.5748  3.8934  21.2514  -0.0022  0.0052  -0.0015
Si  1.6647  3.0195  18.4665  -0.0016  -0.0016  0.0081
Si  -0.8139  10.3804  14.6644  0.0003  -0.0013  -0.0026
Si  8.0541  8.0538  9.8207  0.0078  0.0143  -0.0089
Si  5.0189  8.0286  19.5765  -0.0009  0.0013  0.0037
Si  13.2651  9.169  20.8532  -0.0002  0.0015  -0.0034
Si  10.7458  -5.6835  17.9772  -0.0005  -0.0008  0.0026
Si  5.2129  7.0238  16.6153  0.0002  -0.001  0.0002
Si  5.1332  12.2864  10.4817  -0.0056  0.0016  -0.0004
Si  11.606  11.5815  20.0368  0.0005  0.0002  0.0048
Si  4.0264  9.6333  11.665  0.0001  0.0016  -0.0097
Si  -0.2066  8.8559  19.3897  0.0032  0.0001  0.0053
Si  2.5218  4.339  13.5826  -0.0084  -0.0019  -0.0041
Si  2.1959  6.2811  16.0124  0.0008  0.0015  0.0023
Si  1.0424  8.9502  16.737  0.0023  -0.0031  0.0031
O  2.1977  -2.6639  9.3453  -0.0015  0.0008  0.0042
O  6.1672  8.8753  20.3699  0.0022  0.0026  -0.0024
O  9.2103  2.8714  10.034  -0.0147  -0.0028  -0.002
O  -0.268  10.4907  19.2818  0.0001  0.0008  -0.0035
O  1.0963  8.3265  20.2072  0.0013  0.0003  -0.0025
O  -2.8416  2.3025  20.0099  0.002  -0.0004  -0.0016
O  2.4135  2.9723  14.4414  0.0016  0.0008  0.0017
O  -0.12  4.9039  10.7569  -0.0049  0.0002  0.006
O  -1.0192  2.8853  12.4581  -0.0005  0.0074  0.0044
O  9.5603  4.1221  21.0508  0.0004  0.0021  -0.0028
O  5.75  4.7587  11.2605  0.0065  0.0089  0.0019
O  14.5655  8.7865  19.9585  -0.0022  0.0004  -0.0032
O  3.7272  -5.971  21.6189  -0.0052  -0.004  -0.003
O  9.908  9.2984  13.4318  0.0009  -0.0029  -0.002
O  5.8952  3.8815  20.514  -0.0022  -0.0007  0.0003
O  5.1233  8.0035  17.9349  -0.0003  0.0021  0.0009
O  8.686  -11.2389  15.4142  -0.0018  0.002  -0.0017
O  9.345  -5.4853  17.1049  0.0015  0  -0.0017
O  13.1614  -1.1199  17.4551  0.0013  -0.0003  -0.0029
O  13.5546  3.61  19.6515  0.0019  -0.0021  0.0036
O  2.0049  5.5596  14.5412  0.0014  -0.0015  0.0003
O  5.7852  11.5058  20.2087  0.0038  -0.0016  -0.0014
O  6.6116  -4.7527  16.7886  0.0009  -0.0012  -0.0013
O  10.6157  1.6378  20.9191  -0.0026  0.0001  -0.0028
O  -2.5937  4.877  11.4441  -0.0125  0.0039  -0.002
O  4.2486  -2.7898  10.9894  -0.0012  -0.0052  0.0045
O  2.3732  6.1324  10.7967  0.0025  0.001  0.0079
O  12.8008  -0.1707  20.8578  0.0019  -0.0021  -0.0026
O  7.031  6.779  10.096  -0.0062  0.0124  0.0036
O  22.1082  -2.06  11.094  0.0028  -0.0007  0.0045
O  4.0642  4.6368  13.1603  0.0049  0.0038  0.0061
O  4.7292  14.0546  15.7431  0.0027  0.0009  -0.0024
O  -0.0337  -2.5926  17.8318  -0.0005  0.0009  -0.002
O  6.0938  13.2559  18.3299  -0.0023  0.0049  -0.0039
O  -0.5511  6.3021  22.25  -0.0011  0.0021  0.0047
O  2.5103  14.2313  17.1134  0.0018  0.0013  -0.0044
O  -2.9631  -0.4471  21.3722  0.003  0.0007  -0.0031
O  5.0777  10.7708  11.0989  0.0018  0.0014  0.0067
O  1.1063  5.7616  17.1183  0.0001  -0.001  -0.002
O  -4.4693  10.0105  14.1369  0.0018  0.0026  0.0017
O  1.1459  4.5816  21.5428  0.0013  -0.0014  -0.0052
O  -4.0833  -0.274  17.8588  0.4773  0.1893  -0.1797
O  -8.4072  10.1563  11.2235  0.0007  -0.0009  0.0078
O  6.6413  1.4291  15.378  -0.0004  -0.0038  0.0036
O  3.7718  6.1894  16.514  -0.0002  -0.0008  -0.0023
O  4.2943  11.3026  18.1039  -0.0031  0.0047  -0.004
O  6.3114  3.4024  13.5891  -0.0007  0.0001  0.0007
O  5.3992  7.7448  15.1381  0.0004  -0.0016  0.0021
O  0.2684  9.9416  15.7322  0.0008  0.0009  0
O  12.6995  7.837  15.7968  -0.0007  0.0001  0
O  -0.351  11.8026  13.9783  -0.0004  0.0043  -0.0004
O  6.6904  1.728  10.0413  0.0157  0.0105  -0.0012
O  -0.2388  -5.0182  19.5042  0  0.0012  0.0002
O  -2.8898  22.9187  13.1949  0.0004  0.0024  0.0061
O  5.1762  6.4707  20.0366  0  -0.0027  -0.0029
O  1.7708  4.0252  12.1632  -0.001  0.0014  0.0012
O  -6.5525  9.9252  15.8465  0.0056  -0.0034  -0.0047
O  9.4178  -2.4425  20.2863  -0.0018  0.0004  -0.0018
O  -3.535  3.8866  15.9543  -0.0003  -0.0037  -0.0028
O  -6.798  9.3708  13.2616  -0.004  0.0031  -0.004
O  4.6955  2.407  11.6584  0.0015  -0.007  -0.0004
O  2.8886  1.0063  15.9466  -0.0003  0.0001  -0.0013
O  9.8433  0.2261  11.5092  0.002  0.001  0.0041
O  8.5587  8.739  11.2035  -0.0018  -0.0045  0.0046
O  7.5243  4.5038  18.597  -0.0007  -0.0018  -0.0024
O  1.3982  12.4051  18.8354  -0.0001  -0.0008  -0.0033
H  -3.2008  0.0611  17.594  -0.4638  -0.1887  0.178

Results
free energy: -131201.682 eV
free energy less fixed offsets of H -15.97, O -568.88, Si -635.61 eV per atom: -1.422 eV

The program warned: the cutoff lies below the one the program advises for these potential files; the exchange-correlation potential is rough where the density is thin.
